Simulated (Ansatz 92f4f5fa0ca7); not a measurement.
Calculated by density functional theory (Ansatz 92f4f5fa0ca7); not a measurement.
Periodic cell of 149 atoms, Si88O55N6, from a study of silicon, its oxide and their interface. The atomic structure is a simulated model.

Settings: functional r2SCAN; potential files Ansatz norm-conserving; basis plane waves; wave-function cutoff 1300 eV; density cutoff ratio 4; exchange-correlation grid ratio 1; k mesh 2 x 2 x 1, shifted by 0.5 0.5 0.5 of a step; self-consistency stop 5e-08 eV per atom in the density residual; occupations Fermi-Dirac, 0.05 eV; spin none; net charge 0.

Cell vectors (angstrom)
a 10.88 0 0
b 0 10.88 0
c 0 0 21.6422

Atoms: element, x, y, z (angstrom)
Si -0.1362 -1.0058 -2.9997
Si 0.4287 2.7401 -0.5104
Si -0.0496 5.5218 0.383
Si 3.5553 8.0241 -0.2228
Si 5.774 0.3376 -0.3531
Si 8.6641 2.7716 0.1014
Si 5.086 6.2188 0.272
Si 8.8251 7.8452 -0.2174
Si 0.925 1.1191 1.3827
Si 4.1334 4.47 1.5092
Si 1.3641 6.8871 1.5859
Si 4.4326 9.7935 1.1119
Si 7.0011 1.5957 1.272
Si 9.6993 4.1025 1.8086
Si 7.0499 7.0694 1.3511
Si 10.1274 10.0697 1.6153
Si 0.2671 2.7816 3.0317
Si 2.867 0.1397 2.4994
Si 0.1987 8.3565 2.96
Si 2.7895 5.6486 2.9782
Si 5.5128 2.9277 2.6262
Si 8.2613 0.1573 2.6765
Si 5.6446 8.4771 2.7
Si 8.2182 5.6082 2.8223
Si 1.5399 4.2898 4.4387
Si 4.1518 1.5373 4.0037
Si 1.7313 9.6581 4.1414
Si 4.192 7.095 4.1908
Si 6.7675 4.2502 4.1077
Si 9.6303 1.381 4.1091
Si 6.9304 9.77 4.1414
Si 9.6036 6.9459 4.1983
Si 0.1345 -0.0542 5.3816
Si 2.8908 2.7566 5.6252
Si 0.023 5.7117 5.7425
Si 3.0918 8.5437 5.7348
Si 5.5969 0.2878 5.493
Si 8.22 2.802 5.2545
Si 5.3729 5.5711 5.5021
Si 8.1746 8.3039 5.4735
Si 1.4002 1.3114 6.7971
Si 4.3588 4.009 7.0106
Si 2.0441 8.3436 7.9115
Si 4.4747 9.8892 7.0884
Si 7.1079 1.5022 6.8117
Si 9.5782 4.0327 6.6393
Si 6.8205 6.852 6.7548
Si 9.707 9.4269 6.7949
Si -0.4127 2.275 7.9547
Si 2.503 -0.1449 8.2486
Si -0.0478 7.3876 7.5947
Si 3.4316 4.0757 9.2456
Si 6.3629 3.3561 8.0371
Si 8.8021 0.393 8.0148
Si 5.6351 8.1004 8.3131
Si 7.9471 5.1074 7.8118
Si -0.4809 3.2412 10.1302
Si 3.6787 2.038 11.5071
Si 1.9769 12.5098 10.0702
Si 3.5735 7.2069 9.3062
Si 6.0186 3.6577 10.301
Si 8.1594 -0.3425 10.1883
Si 7.3024 8.2835 10.078
Si 9.4879 6.1293 9.2499
Si 2.2579 -2.1346 11.5617
Si 3.9563 -0.3904 12.8745
Si 1.5204 9.8082 13.9928
Si 4.919 -3.051 12.0506
Si 7.5625 2.3707 11.3426
Si 9.913 8.5535 14.6507
Si -1.4099 1.6287 19.6558
Si 3.2215 2.888 14.5433
Si 7.5468 14.4816 14.1898
Si 11.7759 1.7543 12.7739
Si 6.8867 2.7086 18.2251
Si 11.9403 3.214 15.3877
Si 5.0339 5.4039 14.0714
Si 7.2406 -1.2779 16.1398
Si 4.3244 -2.0969 18.6674
Si 7.804 16.3104 17.6864
Si 10.602 -1.0782 11.9756
Si 6.8857 4.6478 20.2525
Si 4.3516 1.0104 18.597
Si -5.0724 12.4001 15.8657
Si 9.8415 5.4388 15.4851
Si 12.1766 1.6555 18.1771
Si 5.5116 -3.6747 16.5014
Si 7.1971 9.3019 19.3281
O -2.1958 -1.5846 15.4322
O 0.9548 0.0648 17.9775
O -1.2043 -1.7297 0.2989
O 4.1623 -0.562 18.1347
N 0.2774 2.216 19.4655
O -1.0454 6.5557 -0.4334
O 3.2535 8.3889 19.8184
O 5.7555 -2.3235 19.3758
O 4.7135 1.0154 20.1966
O 9.6489 0.0024 19.4492
O 11.7522 2.4448 16.8067
O 2.0607 7.7697 0.3669
O 7.7144 4.1552 21.5349
O 8.2656 8.2631 19.9432
N 0.6446 0.0307 12.9426
O 4.3291 1.8657 15.2088
O 2.9852 10.5374 14.2516
O 4.6734 11.902 12.4061
N 4.3112 3.4024 10.6609
O 3.0391 5.6498 9.4654
O 7.2312 0.7845 10.9812
O 8.8636 2.8606 10.5158
N 11.4865 2.3053 11.1687
O 9.5869 -0.341 10.9991
O 8.6392 7.2562 10.1281
O 6.3757 7.7818 11.3488
O 10.3773 4.9547 10.0638
O 13.0003 3.09 9.1743
N 3.5515 -3.074 10.9664
O 4.9315 -1.6806 12.9564
O 2.9592 -0.6415 11.6019
O 9.2381 5.6641 16.9816
O 1.9477 8.4362 13.1617
O 6.5029 10.9472 15.5789
O 2.9217 1.7847 18.4122
O 4.8933 -4.7966 15.5317
O 11.3206 4.7444 15.515
O 6.5066 4.7934 13.8282
O 11.6148 8.8945 10.9851
O 6.7341 6.5879 17.3584
O -4.606 3.2838 19.602
O 7.9838 5.3558 19.2825
O 8.8694 4.3798 14.718
O -0.96 6.9345 14.8374
O 7.144 14.8874 17.2531
O 11.1619 2.4809 14.1062
O 7.9023 2.6978 12.9022
O 3.9402 4.2203 13.9665
O 16.4982 5.6114 20.4689
O 13.4681 2.2917 13.0179
O 4.7461 6.5244 12.9677
O 4.2705 7.7561 17.401
N 5.6393 1.6992 17.587
O -2.5123 2.0569 18.4969
O 6.8589 -8.3167 15.2259
O 7.477 -1.1962 17.7548
O 6.9844 10.5763 20.3363
O 6.1996 -2.4483 15.6948
O 9.8061 -2.0456 13.0384
O 11.3489 9.2578 15.1329
O 0.7122 4.3905 21.0438

Results
free energy: -37625.446 eV
free energy less fixed offsets of N -289.75, O -463.61, Si -117.95 eV per atom: -8.796 eV
pressure: -2.20 GPa
stress xx, yy, zz, yz, xz, xy (GPa, positive in tension): 1.59, 3.51, 1.5, -1.27, -0.81, -0.99

Forces (eV/angstrom), in the order of the atoms: element, x, y, z
Si -0.1135 0.2733 0.0991
Si 0.4451 0.7302 0.0218
Si -0.0418 -0.2021 0.1232
Si -0.0836 0.3856 0.221
Si 0.0819 0.0482 0.2284
Si 0.1591 0.1124 0.4219
Si 0.1233 -0.137 0.33
Si 0.1967 -0.1386 0.4629
Si 0.1874 0.5437 0.0054
Si -0.5385 -0.1702 -0.345
Si -0.0412 -0.0665 -0.2147
Si -0.043 -0.065 -0.1731
Si -0.2634 -0.4443 -0.005
Si -0.0136 0.1369 0.1409
Si 0.1115 0.2509 -0.2142
Si -0.4107 -0.4351 -0.3801
Si -0.1056 -0.0715 -0.0943
Si 0.0993 -0.0432 0.0445
Si 0.1342 -0.1008 0.1996
Si 0.2111 0.0161 -0.1376
Si 0.2403 0.4812 0.0823
Si 0.1636 0.007 -0.21
Si -0.0238 -0.2328 0.1143
Si -0.3514 -0.1015 0.158
Si 0.052 0.2957 0.0336
Si 0.0802 -0.1315 -0.0579
Si -0.0832 0.0006 0.0347
Si -0.0258 0.0002 -0.1989
Si 0.1324 -0.1518 -0.1224
Si -0.0314 0.2366 0.1363
Si -0.1078 -0.1584 0.0002
Si -0.1241 0.0586 -0.1475
Si 0.0155 0.1741 -0.0089
Si 0.0025 0.0315 -0.0039
Si 0.1537 -0.0066 -0.0251
Si -0.1722 0.0722 0.3179
Si 0.2231 0.1729 0.06
Si 0.2243 0.0912 0.1014
Si 0.0706 -0.0535 -0.1257
Si -0.174 -0.0467 -0.1367
Si -0.2307 -0.0041 -0.2978
Si 0.0205 -0.0304 0.2891
Si -0.1617 0.1471 -0.2337
Si 0.2298 -0.022 0.027
Si 0.0681 0.0309 -0.2276
Si 0.0111 -0.2595 -0.4393
Si 0.1848 0.0336 -0.268
Si 0.216 -0.2484 0.0187
Si -0.3318 -0.157 0.3308
Si -0.197 -0.1129 0.2038
Si -0.1504 -0.2119 0.2006
Si -0.0717 0.5463 -0.5442
Si 0.2535 -0.3179 0.2582
Si 0.2221 0.2398 0.008
Si -0.1217 -0.159 0.2149
Si -0.067 -0.0326 0.5051
Si -0.5327 0.4086 -0.6878
Si 0.2318 0.35 0.4918
Si -0.6833 0.5904 -0.8437
Si 0.2293 0.0462 0.0463
Si 0.3359 1.2902 -0.0885
Si -0.0154 0.394 -0.1446
Si 0.1107 -0.4646 0.2128
Si -0.2268 -0.2786 -0.2258
Si -0.0757 -0.336 -0.0406
Si 0.304 -0.1542 0.1494
Si 0.1683 -0.359 0.6575
Si 0.5736 -0.3936 -0.353
Si -0.3372 -0.0797 -0.475
Si -0.0415 0.0604 -0.0193
Si -0.1702 -0.0899 -0.8172
Si 0.7953 0.1094 -0.3187
Si -0.067 0.1052 -0.0797
Si -0.4064 -0.0341 -0.162
Si -0.0068 0.1775 -0.0301
Si -0.8225 0.4139 0.4098
Si 0.3603 0.4926 -0.0549
Si -0.1138 -0.1352 -0.242
Si -0.3632 -0.2366 0.0192
Si -0.0728 -0.0148 0.0295
Si -0.7422 -0.4275 -0.7718
Si -0.4451 0.1837 -0.0147
Si 0.2054 -0.3105 0.2208
Si 0.1837 -0.162 0.0916
Si -0.2289 0.1561 0.1115
Si 0.1531 -0.2231 0.2774
Si -0.138 0.097 0.1191
Si -0.184 -0.0461 0.1668
O 0.0564 -0.1261 -0.0214
O -0.1756 0.2567 0.1184
O 0.0428 0.0242 -0.1657
O 0.0637 0.193 0.1008
N -0.5892 -0.1292 0.3511
O -0.2207 0.2906 -0.0115
O 0.2661 0.0201 0.0414
O 0.2511 0.1752 -0.0985
O 0.2445 -0.1083 -0.2857
O 0.2776 -0.0002 -0.0858
O 0.132 0.0331 -0.3057
O 0.1825 -0.1589 0.1051
O 0.0488 0.0734 -0.4798
O -0.0411 0.1984 -0.1904
N 0.296 0.2975 0.0741
O -0.3966 0.2741 -0.2829
O -0.0498 -0.0425 -0.4945
O -0.5331 0.267 -0.2298
N -0.4692 -0.8327 0.4504
O 0.2752 -0.2117 0.1826
O 0.6281 -0.178 0.3209
O 0.4145 -0.1121 0.2921
N 0.3718 -0.3448 0.3787
O 0.3045 -0.0308 0.3412
O -0.4342 0.6232 0.0421
O -0.2893 0.1176 0.0657
O 0.0553 -0.7088 0.323
O 0.3611 -0.4893 0.5214
N -0.2863 0.1502 -0.11
O -0.394 0.4672 -0.0118
O -0.0368 -0.0058 0.2878
O -0.1163 -0.1612 -0.2209
O -0.0175 0.5598 -0.0971
O -0.1935 0.1815 0.0498
O -0.3757 -0.004 -0.1655
O 0.0924 -0.1481 -0.1849
O 0.2046 -0.7489 -0.0824
O -0.1975 -0.1984 0.1275
O 0.2735 0.3177 0.3305
O 0.0172 -0.088 -0.0997
O 0.3558 0.0485 -0.0992
O -0.1157 -0.1916 0.0162
O 0.0119 0.0447 0.0504
O 0.0219 0.034 0.0953
O 0.0775 -0.0775 0.2039
O 0.3557 0.0357 0.1568
O 0.0154 -0.1937 0.1349
O -0.1355 -0.3968 0.2874
O 0.5403 -0.2707 -0.2248
O 0.1126 -0.4307 -0.1255
O 0.0329 -0.1009 0.2285
O 0.3435 0.191 0.1057
N 0.0367 0.0361 -0.0574
O -0.0342 0.006 -0.0412
O -0.0287 -0.0267 -0.0575
O -0.0177 -0.0045 0.1087
O -0.1398 -0.0375 -0.1417
O 0.1069 -0.0228 0.2409
O 0.3454 0.2723 0.0538
O 0.103 0.1041 -0.3906
O -0.2461 -0.646 0.1506
